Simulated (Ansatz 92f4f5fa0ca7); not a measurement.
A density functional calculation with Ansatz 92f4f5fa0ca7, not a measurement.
Periodic cell of 273 atoms, Si157O104As12, from a study of silicon, its oxide and their interface. The atomic structure is a simulated model.
Doubt: the cutoff is far below the 930 eV that the study's wrapper takes by default for these files, so forces and energies are approximate.

Settings: functional PBE; potential files Ansatz PAW; basis plane waves; wave-function cutoff 580 eV; density cutoff ratio 5; exchange-correlation grid ratio 1; k mesh 1 x 1 x 1, Gamma-centred; self-consistency stop 5e-08 eV per atom in the density residual; occupations fixed; spin none; net charge 0.

Cell vectors (angstrom)
a  11.6015  0  0
b  0  13.3963  0
c  0  0  31.2799

Atoms and the computed forces on them: element, x, y, z (angstrom), force x, y, z (eV/angstrom)
As  -0.1138  0.0036  24.4532  -0.0866  -0.1611  -0.6003
Si  3.9023  0.0505  24.7411  -0.0201  0.0741  -0.4377
Si  7.5415  0.0592  24.729  -0.0814  0.1856  -0.3919
Si  1.8192  3.1509  24.2991  -0.0551  -0.2694  -0.3784
As  5.729  3.3963  24.3994  0.0348  -0.0138  -0.4266
As  9.5308  3.3653  24.3771  0.1493  -0.0485  -0.2702
As  -0.2215  6.6756  24.3827  0.3294  0.0936  -0.4711
Si  3.6452  6.7267  24.3653  -0.1503  0.1564  -0.4916
As  7.6695  6.6498  24.3327  -0.1134  -0.0713  -0.3547
As  1.8227  10.0534  24.3152  -0.0948  0.0525  -0.3243
Si  5.6266  10.0176  24.6802  -0.1604  -0.1266  -0.449
Si  9.5382  10.084  24.5179  0.045  -0.0532  -0.4699
Si  -0.1212  2.2159  25.3394  -0.108  0.0538  0.4211
Si  3.7909  2.3233  25.3699  0.0879  -0.0984  0.4194
Si  7.6274  2.3083  25.4557  0.0438  0.1586  0.3676
Si  1.7651  5.47  25.1227  -0.1457  0.097  0.2703
Si  5.6388  5.6515  25.2566  0.3555  -0.1526  0.4355
Si  9.552  5.5573  25.4281  -0.1756  -0.048  0.4478
Si  -0.1022  8.9292  25.3223  0.0227  -0.0131  0.3868
Si  3.6669  8.9028  25.3641  0.0674  0.057  0.3017
Si  7.6274  8.877  25.2809  0.0669  -0.0604  0.3505
Si  1.8523  12.2855  25.3161  0.0208  -0.0232  0.4469
Si  5.7299  12.2197  25.5732  -0.0495  -0.0608  0.1464
Si  9.5449  12.3027  25.3363  0.1468  0.1098  0.4468
Si  -0.0673  2.2281  27.7216  0.191  0.1541  -0.0688
Si  3.81  2.2708  27.7366  -0.1407  0.0109  0.0191
Si  7.6748  2.2878  27.801  0.0148  -0.1895  -0.1211
Si  1.858  5.5457  27.6001  0.1642  -0.2139  -0.1408
Si  5.7249  5.6093  27.6721  -0.2023  0.1293  -0.1172
Si  9.6083  5.5803  27.7792  -0.0345  -0.0034  -0.1772
Si  -0.0504  8.9188  27.7169  -0.1668  0.1711  -0.1942
Si  3.7666  8.9059  27.7322  0.0874  -0.1315  0.0213
Si  7.6759  8.9196  27.6794  -0.0145  0.0971  0.0223
Si  1.8718  12.2699  27.713  0.1329  0.1178  -0.125
Si  5.744  12.2516  27.878  0.0247  -0.0242  0.1306
Si  9.6035  12.2919  27.7221  -0.1517  -0.062  -0.0863
Si  1.887  1.1141  28.5043  -0.0222  0.0496  -0.0328
Si  5.7432  1.1322  28.5343  -0.0079  0.062  -0.086
Si  9.6107  1.1229  28.5316  -0.0008  0.042  -0.1497
Si  -0.0409  4.4631  28.5126  0.0418  -0.0849  -0.0445
Si  3.8058  4.4995  28.5047  -0.0174  0.0315  -0.0097
Si  7.6516  4.5137  28.5445  0.0332  0.0214  -0.175
Si  1.8584  7.7594  28.5054  0.0663  0.0831  -0.1292
Si  5.7415  7.8254  28.5056  0.0042  -0.05  -0.0683
Si  9.6118  7.8227  28.5145  0.0126  0.0091  -0.0337
Si  -0.0584  11.1637  28.5161  0.0121  -0.1034  -0.1369
Si  3.7838  11.1348  28.5422  0.03  0.0112  -0.1007
Si  7.7079  11.1369  28.5342  -0.0002  -0.0421  0.027
Si  1.9336  1.1164  30.885  -0.0881  -0.0108  0.0102
Si  5.8008  1.1164  30.885  -0.1494  0.0463  0.1187
Si  9.6679  1.1164  30.885  -0.0198  -0.0325  0.1399
Si  0  4.4654  30.885  0.0072  0.0225  -0.1096
Si  3.8672  4.4654  30.885  -0.1301  0.0798  -0.2077
Si  7.7343  4.4654  30.885  -0.2297  0.08  0.2258
Si  1.9336  7.8145  30.885  -0.1569  -0.1876  -0.1292
Si  5.8008  7.8145  30.885  -0.0714  0.0291  -0.0005
Si  9.6679  7.8145  30.885  -0.1236  0.0671  -0.0294
Si  0  11.1635  30.885  -0.082  0.0382  0.0316
Si  3.8672  11.1635  30.885  -0.1647  -0.0655  0.2954
Si  7.7343  11.1635  30.885  -0.0078  -0.0808  0.0637
Si  0  0  0.3944  0.0246  -0.0549  -0.2841
Si  3.8672  0  0.3944  0.2155  0.0209  -0.0932
Si  7.7343  0  0.3944  0.0441  -0.1359  -0.1943
Si  1.9336  3.3491  0.3944  0.2059  0.2311  -0.1212
Si  5.8008  3.3491  0.3944  0.0122  0.1434  -0.2263
Si  9.6679  3.3491  0.3944  0.2201  0.1954  -0.4768
Si  0  6.6981  0.3944  0.1757  0.0243  0.2069
Si  3.8672  6.6981  0.3944  -0.0083  -0.0509  0.0878
Si  7.7343  6.6981  0.3944  0.2012  0.0709  0.2155
Si  1.9336  10.0472  0.3944  -0.0147  -0.0984  -0.0322
Si  5.8008  10.0472  0.3944  0.2619  0.0124  0.014
Si  9.6679  10.0472  0.3944  0.0257  -0.1371  0.2074
Si  0.0573  -0.0132  2.7248  -0.0207  -0.0269  0.1438
Si  3.9464  0.0125  2.7514  0.0081  -0.0165  0.0228
Si  7.792  0.0063  2.7424  0.0158  -0.0647  -0.057
Si  2.0165  3.4085  2.7479  -0.0364  -0.0191  0.0731
Si  5.8563  3.3829  2.7306  -0.0679  -0.0219  0.0354
Si  9.7815  3.4029  2.7132  0.0035  0.0273  0.0176
Si  0.0812  6.7194  2.7895  -0.0369  0.0376  -0.0064
Si  3.9258  6.7189  2.7747  0.0219  0.0416  0.0065
Si  7.8148  6.7125  2.7921  0.0003  0.024  0.1103
Si  1.967  10.0295  2.7652  0.0628  -0.0287  0.0803
Si  5.8957  10.0616  2.7646  -0.0261  -0.0294  0.1158
Si  9.7192  10.0324  2.7898  -0.0194  0.0693  0.0625
Si  0.0978  2.2288  3.4203  0.1037  0.2276  0.2583
Si  3.9288  2.2585  3.5079  0.2622  -0.0379  0.2075
Si  7.8445  2.2838  3.3253  -0.1439  -0.1213  0.1156
Si  2.0147  5.6273  3.6555  -0.1349  0.0891  0.064
Si  5.8714  5.6021  3.5533  -0.0294  0.2274  0.1869
Si  9.7698  5.5981  3.5966  0.1717  0.1184  0.1481
Si  0.0439  8.9352  3.6545  -0.0431  -0.2205  0.0768
Si  3.9577  8.9695  3.5222  -0.0265  -0.1239  0.0716
Si  7.8005  8.931  3.6766  0.029  -0.0363  -0.0159
Si  2.0097  12.2759  3.4548  0.0277  -0.0495  0.1113
Si  5.8762  12.2846  3.5789  0.1189  0.1391  0.063
Si  9.7283  12.2851  3.5238  -0.1803  -0.1564  0.2798
Si  0.1874  2.2229  5.751  -0.0047  -0.0243  -0.5275
Si  4.0022  2.2775  5.875  -0.053  -0.007  -0.4637
Si  7.9376  2.3012  5.6097  -0.2637  0.0437  -0.4557
Si  2.0959  5.6623  6.1083  0.0393  0.0198  -0.3908
Si  5.9184  5.6249  5.9365  0.0932  -0.1247  -0.5113
Si  9.8565  5.549  6.0122  -0.0506  -0.0935  -0.4652
Si  0.0356  8.9544  6.0994  0.0785  0.0509  -0.3267
Si  4.0384  9.032  5.8823  -0.2612  -0.0043  -0.347
Si  7.8405  8.9196  6.146  0.0107  -0.0179  -0.111
Si  2.0739  12.2734  5.7788  0.0057  -0.0675  -0.4518
Si  5.9328  12.2888  5.9754  -0.2579  0.0713  -0.2866
Si  9.751  12.3229  5.9089  0.1863  0.0458  -0.5175
As  2.0754  1.0697  6.7038  -0.0647  0.1098  0.6671
Si  6.0557  1.2067  6.5261  0.1908  0.2283  0.3342
As  9.8003  1.2357  6.6161  0.0675  -0.1402  0.8535
Si  0.2309  4.345  6.817  0.119  -0.3107  0.3487
As  4.0435  4.4688  6.9144  -0.114  -0.1074  0.5444
As  7.8773  4.4175  6.7251  -0.1784  -0.0311  0.6076
Si  2.1164  8.0176  6.8023  0.291  0.2836  0.3265
Si  5.8516  7.852  6.8864  -0.2611  -0.0553  0.3489
Si  9.7296  7.7181  6.9711  0.1255  -0.2109  0.3398
As  0.141  11.2715  6.8122  -0.1824  0.0717  0.6006
As  3.9534  11.2299  6.8912  0.051  0.0307  0.336
Si  7.8531  11.1842  6.8741  -0.0097  0.1282  0.3749
O  6.5754  1.4576  8.0993  -0.1137  0.0108  -0.1376
O  5.5392  7.8968  8.5594  0.0898  -0.0124  -0.3786
O  2.4897  8.4936  8.386  -0.0863  -0.1292  -0.1524
O  7.7677  11.2047  8.5807  0.0855  -0.057  -0.4188
O  12.0223  3.9345  8.4523  -0.0956  0.1882  -0.2078
O  9.6662  7.3861  8.6442  0.0377  0.2025  -0.3882
O  4.3375  0.233  23.1242  0.0261  -0.0367  0.0352
O  3.517  6.9282  22.6726  0.0454  -0.1169  0.4026
O  7.1119  0.2225  23.1118  0.023  -0.1001  0.082
O  5.3922  10.0143  23.0173  0.0299  -0.0277  0.1955
O  1.8784  2.6299  22.6591  0.0061  0.293  0.5038
O  9.45  10.2716  22.8384  0.158  -0.1112  0.2879
Si  12.4964  4.6229  12.0886  -0.0102  0.0415  0.2471
Si  13.7591  8.2325  18.7955  0.0852  0.1061  -0.1895
Si  11.281  -0.5052  20.7044  -0.126  -0.0862  -0.314
Si  9.0257  6.7596  10.0073  0.1464  -0.0999  0.2543
Si  4.1753  13.3084  12.3534  0.0407  -0.0829  0.1483
Si  13.8855  9.0159  9.9098  -0.0639  0.2182  0.127
Si  11.2474  3.3231  19.1055  -0.161  -0.1351  -0.214
Si  5.319  -2.7998  21.522  0.0455  -0.1456  -0.2092
Si  5.7235  0.1865  22.2366  -0.0209  0.1646  0.2948
Si  3.6373  -2.5451  19.2188  0.0831  0.0188  -0.3118
Si  14.8129  13.992  18.9717  0.0912  -0.1221  -0.234
Si  8.7506  11.6654  9.8  0.0892  0.134  0.3785
Si  3.2588  6.4312  11.3885  -0.0364  -0.1109  0.307
Si  18.3852  4.2847  13.6395  -0.0063  -0.0458  0.1145
Si  8.7434  1.3978  11.619  -0.0087  0.0129  0.359
Si  -1.1867  -3.1087  21.5127  -0.2052  0.1936  -0.2057
Si  -0.8053  -3.4539  15.7791  -0.0474  0.0845  -0.104
Si  5.8934  7.3009  10.0414  -0.0372  -0.0166  0.2232
Si  -0.4853  -0.9886  17.693  -0.184  0.0599  -0.0315
Si  9.4306  5.6855  19.4864  -0.088  -0.0697  -0.1581
Si  8.2756  4.6596  16.2759  -0.0719  -0.1017  -0.0125
Si  19.8652  4.1921  10.9844  -0.0221  -0.1665  0.2983
Si  6.0568  8.9305  12.7619  -0.0243  0.1122  0.2444
Si  1.4213  2.0304  21.2069  -0.0241  -0.1122  -0.3019
Si  -0.0196  7.5228  20.6672  -0.0493  0.0974  -0.2898
Si  0.7283  9.6638  13.2028  -0.0406  -0.0204  0.1128
Si  1.0507  -11.8449  16.922  0.0191  -0.0975  0.0029
Si  11.4515  10.8088  10.6214  0.0556  0.1815  0.2829
Si  3.6662  2.207  10.6414  -0.0364  -0.1144  0.3833
Si  10.5785  7.1218  12.599  0.1562  0.0124  0.208
Si  2.8157  6.6496  21.2214  0.0576  0.1221  -0.1935
Si  8.4985  3.0638  18.9058  -0.0534  -0.094  -0.0994
Si  7.8192  10.4046  14.5034  -0.0612  0.1236  0.046
Si  6.6358  2.177  9.5459  0.1841  0.036  0.0449
Si  15.9572  2.561  13.4853  0.0361  -0.0572  0.1367
Si  12.4126  2.8891  9.6521  -0.0026  0.0114  0.0693
Si  2.0096  3.6755  14.9588  0.0635  -0.0256  -0.0401
Si  4.4926  4.9558  19.3536  0.1371  0.0137  -0.2745
Si  8.9916  12.0425  19.5317  -0.1536  0.078  -0.1863
Si  5.703  1.9955  19.71  -0.0125  -0.0544  -0.3691
Si  6.6243  -2.8191  19.1003  0.0007  0.1174  -0.054
Si  -0.7109  13.594  10.0486  0.0692  -0.031  0.2956
Si  4.6786  6.5869  14.1736  0.0508  -0.0279  0.0989
Si  7.2781  -0.7484  12.5222  -0.0682  0.2446  0.2605
Si  7.1259  -4.5055  16.7861  0.007  0.1228  0.0662
Si  9.5825  -6.1404  15.578  -0.0521  0.0716  -0.0395
Si  6.8078  6.4453  18.1274  -0.0493  -0.1083  -0.0798
Si  3.4728  10.4631  12.1886  -0.0423  0.1033  0.2528
Si  2.9899  5.964  16.7575  0.044  -0.0022  -0.019
O  1.1698  6.6224  21.3724  -0.012  -0.063  0.1455
O  5.5822  7.9044  13.9281  0.0236  0.0229  -0.0854
O  5.0916  2.4363  9.9341  -0.0612  0.0111  -0.1196
O  11.3053  5.6996  12.3306  -0.0104  -0.0192  -0.0685
O  8.3648  6.6746  18.6801  0.09  -0.0268  0.1318
O  11.2019  8.8676  21.5035  0.0511  -0.0591  0.1055
O  11.9264  -1.0517  10.2605  -0.0867  0.07  -0.1517
O  12.0208  2.7509  17.8125  -0.0317  0.0616  0.1148
O  2.3273  7.2686  17.4861  -0.0505  -0.0016  0.0619
O  7.3964  6.6951  9.9033  -0.1075  -0.0363  -0.0988
O  4.6692  6.2882  10.5344  0.161  0.0028  -0.2198
O  5.7539  1.4637  21.2403  0.0231  -0.0299  0.1178
O  14.7095  -5.6216  20.0583  0.056  -0.0496  0.1749
O  9.6306  7.5343  11.3259  -0.094  0.0429  -0.2167
O  3.6874  3.0317  12.0639  -0.0152  0.0276  -0.2545
O  6.1145  7.8023  17.4838  0.1029  -0.0312  0.059
O  13.9416  9.6324  13.0116  0.051  -0.0373  -0.0151
O  14.9115  10.1437  10.5718  -0.0145  -0.1096  -0.2265
O  11.9976  0.7645  21.3887  0.0112  0.0276  0.1103
O  9.6758  -6.3057  13.9594  -0.0082  -0.014  -0.0827
O  5.015  3.4545  19.6154  -0.0469  0.0548  0.1099
O  3.8468  -2.9456  20.8021  -0.014  -0.0199  0.1716
O  8.1721  -5.4515  15.9857  -0.0104  0.0163  -0.0046
O  3.7546  5.0699  17.8957  -0.0092  -0.0103  0.07
O  4.121  0.9439  13.6274  -0.0014  0.079  -0.0568
O  2.4372  16.0549  9.6937  -0.0654  0.0283  -0.1824
O  3.9615  6.604  15.6198  -0.0193  0.0016  0.0031
O  18.9909  4.846  12.2223  0.0338  0.0116  -0.2233
O  7.2289  2.087  19.1255  -0.0173  0.0344  0.1033
O  9.5134  -0.9379  18.0289  0.0443  -0.0168  0.0473
O  9.642  -0.2655  20.5835  0.1447  0.003  0.0863
O  5.6972  5.3468  14.1518  0.0047  -0.0018  -0.0242
O  4.7991  0.9689  18.8123  0.0106  0.0357  0.1103
O  6.9304  5.3579  16.9077  -0.0245  0.0227  0.059
O  2.4427  7.7288  10.8772  -0.0052  0.0059  -0.1015
O  3.2255  12.0215  12.5832  0.0093  -0.0704  -0.1048
O  9.5925  -0.42  9.2381  -0.0417  0.0155  -0.1355
O  15.2025  3.3631  14.681  -0.0114  -0.0131  0.0065
O  8.6353  3.4432  17.3037  0.0238  0.0438  -0.0306
O  6.7165  -3.3755  15.6752  0.0302  -0.072  0.0055
O  12.0142  -3.3007  14.7231  0.0022  -0.0271  0.0109
O  7.5954  14.5998  10.4442  -0.0566  -0.0436  -0.1476
O  7.6166  9.765  18.0847  -0.0607  -0.0278  0.064
O  12.8746  4.0592  13.5675  -0.0489  0.0176  -0.0982
O  10.1843  6.6611  20.5557  0.0834  0.0478  0.085
O  -0.0219  10.7436  12.2478  -0.0468  0.0136  -0.2338
O  5.9646  2.8737  13.4626  -0.0186  0.0188  -0.0188
O  11.6555  0.2454  16.7509  0.0127  -0.0037  0.0081
O  9.5314  10.5814  20.1372  0.082  -0.1583  0.1772
O  2.5958  9.7938  18.5017  0.0029  -0.0978  0.1136
O  13.7748  5.2276  11.2551  0.0559  0.0216  -0.0937
O  7.3291  3.6486  9.755  -0.0319  -0.0553  -0.0009
O  9.9123  10.547  10.1356  -0.102  -0.0553  -0.1518
O  2.4388  1.0479  17.6117  0.0063  0.0582  0.0184
O  8.0423  14.0599  12.8871  -0.0131  -0.0737  -0.173
O  5.7978  5.9508  19.3066  0.0163  0.017  0.0917
O  7.4378  -1.5249  13.941  0.0415  -0.0402  -0.0773
O  9.5357  -7.6659  16.1825  0.0575  -0.011  0.0397
O  11.77  -5.2067  12.8425  -0.0306  -0.0692  -0.0461
O  9.3539  -3.0093  15.0924  0.0262  -0.0257  -0.0214
O  6.0624  8.3934  11.2351  -0.0577  -0.0233  -0.1943
O  -0.8681  4.8694  18.8251  0.0191  0.0645  0.0554
O  12.3838  9.654  9.9658  0.013  -0.0827  -0.1337
O  11.8445  -0.8097  19.1661  0.0889  0.0367  0.2143
O  4.963  10.1374  12.7447  0.0192  -0.0631  -0.0873
O  -1.6826  2.3625  19.3129  0.0549  0.1024  0.0874
O  0.5814  8.0624  19.226  -0.1202  -0.0867  0.2209
O  7.9562  -1.4904  11.2204  0.1361  -0.1551  -0.3411
O  7.9402  4.1011  14.7808  0.0245  0.0117  -0.0104
O  9.0416  2.9797  11.7672  -0.0694  0.1047  -0.1779
O  5.1186  10.7954  18.4709  0.0109  -0.0295  0.081
O  3.0704  -1.0252  19.0989  -0.0063  -0.0156  0.1357
O  6.4198  9.8328  20.5558  -0.0961  0.0388  0.0761
O  10.6987  -5.07  16.1544  0.0315  -0.0152  0.0693
O  7.3797  -1.3848  19.3798  0.0547  -0.0706  0.0188
O  2.6376  1.4195  20.2774  -0.0727  0.1522  0.2619
O  0.3457  3.4294  11.1241  0.0063  -0.0929  -0.2644
O  7.5569  -3.9875  13.2175  -0.0709  -0.0613  -0.1261
O  15.1707  6.5084  12.9903  -0.0684  0.0315  -0.2236
O  12.9403  2.2802  15.4943  -0.0248  0.0291  -0.0033
O  1.9376  4.9357  16.0144  -0.0241  0.0242  0.0236
O  9.3633  5.1765  10.2974  0.0284  0.0828  -0.1516
O  -0.3265  -2.4647  16.9922  0.0244  -0.0693  0.0074
O  11.6534  1.4605  9.3749  -0.0292  -0.0555  -0.1299
O  3.4636  5.2869  20.5813  -0.0533  -0.0666  0.2002
O  10.2057  0.6928  11.4513  0.0639  -0.0684  -0.2682
O  0.6298  3.2273  20.4033  0.1021  0.0283  0.1707
O  3.5614  0.6211  11.0163  -0.0175  0.093  -0.132
O  5.7217  12.8764  12.1238  0.0222  -0.0231  -0.0713
O  8.4173  4.4245  19.864  -0.0047  0.054  0.116
O  -0.0938  -1.8712  21.5907  0.0665  -0.0358  0.1578
O  5.6725  12.1807  21.4438  0.0006  -0.0056  0.0318

Results
free energy: -217228.252 eV
free energy less fixed offsets of As -4856.12, O -568.88, Si -635.61 eV per atom: -0.522 eV

The program warned: the cutoff lies below the one the program advises for these potential files; the forces do not sum to zero within the program's tolerance; the exchange-correlation potential is rough where the density is thin.
